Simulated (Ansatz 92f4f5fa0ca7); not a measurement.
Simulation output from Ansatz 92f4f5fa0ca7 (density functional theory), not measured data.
Periodic cell of 226 atoms, Si133O92P1, from a study of silicon, its oxide and their interface. The atomic structure is a simulated model.
Doubt: the cutoff is far below the 930 eV that the study's wrapper takes by default for these files, so forces and energies are approximate.
This geometry differs little from another in the collection (a relaxation step or a small displacement).

Settings
functional: PBE
potential files: Ansatz PAW
basis: plane waves
wave-function cutoff: 580 eV
density cutoff ratio: 5
exchange-correlation grid ratio: 1
k mesh: 1 x 1 x 1, Gamma-centred
self-consistency stop: 5e-08 eV per atom in the density residual
occupations: fixed
spin: none
net charge: +1 e, with a uniform compensating background and no finite-size correction

Cell vectors (angstrom)
a	10.938	0	0
b	0	10.938	0
c	0	0	31.9494

Atoms and the computed forces on them: element, x, y, z (angstrom), force x, y, z (eV/angstrom)
Si	10.6232	-0.0001	24.4007	-0.0013	-0.0032	-0.0042
Si	5.0699	0.1209	24.6637	-0.0316	-0.0103	0.0483
Si	2.8189	2.2845	24.5289	-0.0104	-0.0421	0.0447
Si	8.5651	2.4351	24.5447	0.0039	-0.0004	0.0037
Si	10.7038	5.5847	24.3332	-0.0009	-0.0017	-0.004
Si	5.1561	5.6133	24.4333	0.0049	-0.0049	-0.0068
Si	2.9879	7.9521	24.3887	-0.0055	0.0182	-0.0086
Si	8.4201	7.8253	24.4209	-0.0006	0.0016	-0.0236
Si	1.2757	1.1199	25.8435	0.0242	0.0025	0.0066
Si	6.8134	1.3246	25.7243	-0.0015	0.0134	0.0142
Si	3.9813	4.0092	25.7139	0.0176	-0.0095	0.0133
Si	9.6881	4.0137	25.8397	-0.007	0.0105	0.0119
Si	1.3484	6.8002	25.6707	-0.0147	0.0019	0.0034
Si	6.7993	6.7207	25.7424	0.0053	-0.0074	0.0129
Si	3.9966	9.4435	25.9582	-0.0095	0.0318	0.0106
Si	9.4887	9.4528	25.8072	0.0102	-0.0099	0.0031
Si	2.6265	-0.1525	27.2814	0.008	-0.0025	0.0092
Si	8.1317	-0.0671	27.1387	-0.0082	0.0045	0.006
Si	0.0796	2.6567	27.2074	-0.0081	-0.0077	0.0054
Si	5.4423	2.7121	27.0942	-0.0029	-0.0014	0.0035
Si	2.6651	5.4094	27.0993	-0.0038	-0.0013	0.0131
Si	8.2007	5.3746	27.1175	0.0034	-0.0088	0.0064
Si	0.0136	8.1571	27.1359	-0.0048	-0.0049	0.0108
Si	5.52	8.1386	27.1803	-0.0087	-0.0063	0.0063
Si	4.0812	1.3187	28.509	-0.0047	-0.0029	-0.0156
Si	9.5495	1.308	28.4872	-0.0015	0.01	0.0023
Si	1.3889	4.066	28.5619	0.0119	-0.0006	0.0083
Si	6.8076	4.0586	28.5102	-0.0018	0.0023	-0.0003
Si	4.0735	6.7798	28.4698	0.0053	-0.0059	0.0025
Si	9.5616	6.7812	28.5012	0.0025	0.0019	-0.0121
P	1.2967	9.4805	28.6216	-0.0062	0.006	-0.001
Si	6.8246	9.5366	28.562	0.0048	0.0002	0.0096
Si	-0.0346	-0.031	29.928	0.0082	-0.0027	-0.0057
Si	5.4579	-0.0137	29.8983	-0.0054	0.0036	-0.0018
Si	2.7737	2.7196	29.8993	0.004	0.0016	-0.0015
Si	8.1906	2.6976	29.8732	-0.0067	-0.004	-0.0046
Si	-0.017	5.43	29.8934	-0.0033	0.0006	-0.0032
Si	5.4529	5.4511	29.8856	-0.0027	-0.0067	-0.0059
Si	2.7266	8.1497	29.9071	0.0011	0.0016	-0.0047
Si	8.2165	8.1719	29.8833	0.0029	0.003	-0.0007
Si	1.3878	1.3674	31.2507	-0.0011	0.003	-0.002
Si	6.8256	1.3699	31.2609	0.0029	0.0003	0.0006
Si	4.1213	4.0855	31.2772	0	-0.0037	-0.0028
Si	9.5423	4.0795	31.2544	0.0032	0.001	-0.0026
Si	1.3352	6.8154	31.2716	0.0022	-0.0029	0.0027
Si	6.8269	6.8371	31.2462	-0.0014	0.0006	-0.003
Si	4.0799	9.5775	31.2604	0.0031	0.0017	0.0003
Si	9.5607	9.5231	31.2876	-0.0028	-0.001	0.0008
Si	2.7406	0.0192	0.6943	-0.0038	-0.0031	-0.003
Si	8.2126	0.0213	0.6629	-0.0016	-0.0034	-0.0002
Si	0.0035	2.7434	0.6717	0.0037	-0.0017	-0.001
Si	5.4899	2.7493	0.7116	-0.0043	-0.0009	-0.0044
Si	2.7478	5.472	0.6688	-0.0039	0.0001	-0.0006
Si	8.2055	5.4906	0.6704	-0.001	0.0006	-0.0014
Si	0.0167	8.2095	0.7253	-0.0003	0.0027	-0.0038
Si	5.4722	8.2187	0.678	-0.0006	0.0027	-0.0026
Si	4.1085	1.3917	2.0733	0.0004	0.0001	0.0018
Si	9.6026	1.3615	2.0384	-0.0062	0.0016	0.0008
Si	1.3574	4.1467	2.0449	0.0059	-0.0001	0.0012
Si	6.8445	4.1583	2.0538	0.0031	0.0008	0.0014
Si	4.0949	6.857	2.0377	-0.0024	-0.0023	0.0017
Si	9.5737	6.8415	2.074	-0.0015	0.0001	0.0016
Si	1.3743	9.621	2.0746	0.0045	0.0017	-0.0011
Si	6.8376	9.6292	2.0355	0.0054	0.0051	0.0007
Si	0.0261	0.046	3.4786	0.0029	-0.0019	0.0072
Si	5.4915	0.0454	3.4527	0.0006	-0.0035	-0.001
Si	2.7171	2.7814	3.4015	-0.0063	0.0014	-0.0043
Si	8.2612	2.7885	3.3424	0.0042	-0.0026	-0.0123
Si	0.0288	5.5169	3.4752	0.0013	0.0003	0.004
Si	5.473	5.5358	3.4286	-0.0025	0.0018	-0.0005
Si	2.7452	8.2442	3.4018	-0.0037	0.0035	-0.0024
Si	8.2365	8.2919	3.3842	-0.0008	0.0046	-0.0072
Si	1.3769	1.4679	4.8454	-0.0025	-0.0044	0.0011
Si	6.9146	1.4844	4.7265	-0.0011	-0.004	0.0023
Si	4.0608	4.1629	4.7568	-0.0031	0.0019	0.0043
Si	9.6042	4.0835	4.7846	0.0046	0.0043	0.0033
Si	1.3679	6.9788	4.8401	0.001	-0.0038	0.003
Si	6.8362	6.9989	4.7321	-0.0029	0.0054	0.0008
Si	4.1035	9.5788	4.7907	0.0013	-0.0016	0.0042
Si	9.6175	9.5839	4.8402	0.0001	0.0084	0.0009
Si	2.7613	0.0437	6.1296	0.0013	0.0034	-0.0079
Si	8.2959	0.1298	6.0912	0.0016	-0.0016	-0.0013
Si	0.0202	2.8068	6.3109	-0.0029	-0.0033	-0.0021
Si	5.5156	2.8454	6.0652	0.001	0.0038	-0.0033
Si	2.7547	5.5999	6.1375	0.0044	0.0011	-0.0079
Si	8.2565	5.6073	5.9507	0.0028	-0.0035	-0.0022
Si	0.0484	8.3126	6.3674	-0.0022	-0.0045	-0.0045
Si	5.5028	8.3103	6.2292	-0.0008	-0.0014	-0.0032
Si	4.4229	1.1923	7.3237	0.0061	-0.0067	-0.0079
Si	9.8135	1.1575	7.6245	0.0044	-0.0009	-0.0179
Si	1.1796	4.5136	7.5078	-0.0056	-0.0002	-0.0089
Si	6.6471	4.5483	7.243	-0.0122	0.0048	-0.0069
Si	4.3251	6.7111	7.5426	0.0082	-0.0044	-0.0203
Si	9.7271	6.6228	7.5005	0.0066	-0.0007	-0.0117
Si	1.2855	9.9478	7.6966	-0.0069	0.0076	0.0038
Si	6.7235	9.977	7.4158	-0.0065	0.0064	-0.0177
O	9.5828	1.2361	23.9737	-0.0107	0.006	-0.0003
O	4.0979	6.7985	23.936	0.0048	0.0023	0.0084
O	4.003	1.2273	24.031	0.0217	0.0284	-0.0394
O	9.53	6.6923	23.8962	0.0086	0.0025	0.0194
O	-0.0274	5.5552	8.0067	0.0019	0.0054	0.0019
O	5.5708	0.1378	7.9033	0.0024	-0.0012	0.0028
O	0.0766	0.0959	8.1344	0.0027	-0.0036	-0.0016
O	5.5367	5.6171	7.8678	0.0031	0.0022	0.0069
O	7.6152	3.961	8.4165	0.0103	-0.0144	0.0208
O	8.722	7.0613	8.7498	-0.0113	0.0125	0.0171
O	2.1887	9.4628	9.0228	0.0115	-0.0104	0.0096
O	8.897	1.6841	8.9188	-0.0109	0.0101	0.0135
O	7.6287	9.4875	8.7033	0.0112	-0.015	0.0201
O	3.5955	1.836	8.5793	-0.0106	0.0148	0.018
O	3.5822	7.2273	8.9394	-0.0099	0.0125	0.0194
O	2.0681	4.025	8.8131	0.0124	-0.0096	0.0134
O	8.1352	3.4979	23.3589	-0.0162	0.0137	-0.021
O	0.4757	4.9374	22.9709	0.0026	-0.0095	-0.0124
O	1.8586	2.7138	23.2719	-0.0325	0.0315	-0.046
O	5.8374	4.9186	23.109	0.0107	-0.0103	-0.0116
O	5.5091	9.9501	23.5375	0.0269	-0.0397	-0.0425
O	2.4446	8.7012	23.0233	-0.0113	0.0053	-0.0139
O	0.1899	10.0587	23.0869	0.0168	-0.0145	-0.0167
O	7.7998	8.6021	23.1013	-0.0096	0.0056	-0.0066
Si	8.6602	7.7045	18.4376	0.0003	-0.0007	-0.0103
Si	8.7864	6.358	13.6351	-0.0011	0.0009	0.0074
Si	3.7945	1.541	14.7366	-0.0014	0.0008	0.0004
Si	2.1386	5.752	17.6309	-0.0038	-0.0024	-0.007
Si	2.4263	3.1476	19.4985	-0.0088	0.0015	-0.0049
Si	9.8167	9.0317	12.086	-0.0014	-0.0017	0.0024
Si	1.3322	9.4225	22.0619	0.0003	0.0009	0.0381
Si	9.175	0.9671	13.1981	0.0005	0.0015	0.0079
Si	1.4269	5.0569	13.03	0.0019	-0.0004	0.0111
Si	1.797	8.257	12.8188	0.0052	0.0007	0.0005
Si	6.64	9.5513	22.4386	0.0082	-0.0092	0.0299
Si	4.5253	4.6023	15.7086	0.0013	0.0043	-0.0026
Si	8.2156	3.0282	9.5861	-0.001	-0.0077	-0.02
Si	0.8427	8.2506	19.2538	0.0011	0.0093	-0.0015
Si	6.9395	1.3521	21.094	0.0088	-0.004	0.0057
Si	8.2306	8.3246	9.6792	-0.0002	-0.0025	-0.0222
Si	10.8907	5.2051	15.6104	0.0015	0.0006	-0.0028
Si	7.5683	9.5047	16.3166	-0.0019	-0.0053	-0.0043
Si	9.9266	2.0618	20.2972	-0.0024	-0.0028	-0.0014
Si	3.2203	8.5176	9.9173	-0.0081	-0.0032	-0.024
Si	6.6977	3.3465	17.4026	-0.0009	0.0012	-0.0047
Si	1.1677	0.2182	19.8009	0.0022	-0.004	-0.0062
Si	3.2367	2.8161	12.3003	0.0009	-0.0023	0.002
Si	7.2241	5.3955	19.6716	0.0012	-0.0031	-0.0023
Si	5.7495	8.6751	11.5489	0.0008	-0.0017	0.0008
Si	5.7858	6.0771	13.2044	0.0004	0	0.0041
Si	4.6334	9.7056	17.6257	-0.0016	-0.0018	-0.0057
Si	1.0209	3.5924	22.1756	0.0079	0.0079	0.04
Si	4.8992	1.482	18.7973	0.0028	-0.0008	-0.0093
Si	3.1971	3.0914	9.5217	-0.0078	-0.0036	-0.0212
Si	6.4525	10.8265	13.7917	0.0001	-0.0027	0.0021
Si	10.3517	0.1172	15.9717	0.0021	0.0035	-0.0051
Si	5.6629	3.6627	11.1571	0.0016	-0.0056	0.0007
Si	9.8455	3.9009	11.9087	-0.006	-0.0021	0.0011
Si	2.3449	9.9239	15.5464	0.0008	-0.0036	-0.004
Si	6.0801	8.1203	19.8009	-0.0002	0.0055	0.0001
Si	6.9374	3.9778	22.3563	-0.0008	0.0031	0.0285
Si	9.7536	2.7745	17.3608	0.0008	0.001	-0.001
O	7.1961	6.3793	13.9774	0.002	0	-0.0029
O	1.8865	7.0676	18.6786	0.0031	-0.0078	0.0056
O	10.296	4.0339	16.5297	0.0014	0.0019	0.0023
O	6.1657	9.9597	17.0587	0.0054	-0.001	0.0018
O	10.1492	0.7092	14.4711	0.0019	-0.0017	0.0005
O	8.4513	6.1207	18.852	0.0035	0.0033	0.0074
O	5.173	0.6914	14.4346	-0.0008	0.0008	-0.001
O	5.7219	2.0523	17.5219	0.0032	0.0029	0.0028
O	8.3473	1.932	20.578	0.0078	0.0017	0.0062
O	1.9933	4.3126	18.4295	0.0013	0.0107	0.0008
O	6.966	2.8127	10.6325	-0.0106	0.0025	0.0014
O	4.8725	2.7071	12.2143	-0.004	-0.0016	-0.0018
O	6.0276	4.3957	16.3494	-0.0007	0.0013	0.0013
O	4.5674	3.9232	9.9335	0.0102	0.0019	0.0027
O	10.6785	2.7945	21.5567	-0.0113	-0.011	-0.0074
O	9.7236	6.1593	14.9712	0.0025	-0.0013	0.0014
O	6.0114	6.4841	19.8381	0.0011	-0.0003	0.0083
O	4.0793	0.171	18.2841	0.001	-0.0034	0.0078
O	9.2582	10.5529	12.2775	-0.0001	0.0049	-0.0059
O	2.8579	4.3593	12.707	-0.0037	0.0041	-0.0068
O	1.9128	10.7113	21.2143	-0.0013	0.0114	-0.0103
O	4.0008	2.7216	19.3876	0.0047	-0.0024	0.0093
O	0.7313	10.0416	15.9642	-0.0003	0.0007	0.002
O	1.2772	9.8114	18.8403	0.0002	-0.0032	0.004
O	1.7107	1.6747	19.2794	0.0025	0.0029	0.0088
O	8.941	10.392	16.4995	-0.0001	-0.0006	0.0043
O	4.8746	8.5907	18.8051	-0.0054	0.0043	0.0011
O	9.5795	8.754	10.4891	0.0094	0.0048	0.0088
O	6.7571	4.081	18.8558	-0.0018	-0.008	0.0006
O	2.8427	1.72	13.408	0.0001	-0.0028	-0.0003
O	5.837	8.7547	21.2806	-0.0061	-0.0137	-0.0202
O	2.5447	2.4504	10.8735	-0.0008	-0.0021	0.0125
O	7.6262	4.8547	21.166	0.0035	0.0126	-0.0163
O	5.2119	7.4834	12.5557	0.0003	-0.0054	-0.0021
O	0.4337	9.0691	12.5053	0.0019	-0.0001	-0.0066
O	7.5834	1.063	13.577	-0.001	-0.0008	-0.005
O	7.1074	9.6393	14.7464	0.0014	0.0001	0.0006
O	8.9778	5.0298	12.6995	-0.0012	0.0058	-0.0027
O	8.0898	8.0415	16.9143	-0.0026	0.0053	-0.0016
O	6.2047	2.5835	21.8995	-0.0022	-0.0107	0
O	2.4631	9.0692	14.111	0.0007	0.0033	0.0018
O	0.428	4.492	11.8678	0.004	0.0019	-0.0071
O	0.8168	8.3169	20.933	-0.0031	-0.0095	-0.0155
O	9.394	3.8376	10.348	0.0116	0.0066	0.0086
O	9.6586	2.3855	12.5273	0	-0.0055	-0.0041
O	7.6245	8.5636	19.4016	0.0059	-0.0024	0.0071
O	2.5503	8.1787	11.3641	-0.0115	-0.0015	0.0174
O	3.9773	3.0604	15.3786	0.0001	-0.0007	0.0008
O	0.8413	4.4935	14.4435	-0.0018	-0.0009	0.0009
O	10.0359	2.9967	18.959	-0.0008	0.005	-0.0064
O	9.1447	7.8032	12.9462	-0.0007	-0.0048	-0.0028
O	10.517	0.5432	20.0919	0.0019	-0.0001	0.0079
O	6.03	5.047	11.9364	0.0004	0.0097	-0.0006
O	8.1548	2.7433	17.0048	-0.0008	-0.0005	0.0041
O	3.5326	5.4772	16.7334	0.0038	-0.0018	0.0024
O	4.6717	9.135	10.3827	0.0103	0.0002	0.0016
O	1.5402	6.6777	13.1805	-0.0015	-0.0025	-0.0066
O	4.7587	5.4953	14.3467	-0.0012	-0.0025	0.0006
O	2.0715	3.838	20.9497	0.0109	-0.0052	-0.0173
O	10.5522	1.4072	16.957	0.0003	-0.0036	0.0029
O	0.944	6.0716	16.5641	-0.0023	-0.001	0.0023
O	7.298	10.966	21.975	0.0016	0.0231	-0.0092
O	5.9313	0.9068	19.9184	-0.0134	-0.0015	-0.0052
O	6.0687	10.0346	12.4056	0.0032	0.0087	0.0008
O	2.8496	0.5457	15.6062	0	0.001	0.0017
O	7.0533	8.0211	10.775	-0.0128	0.0004	0.0036
O	10.2451	8.0253	18.6893	-0.0061	-0.0029	0.0078
O	3.4449	9.1963	16.583	-0.0018	0	0.0012

Results
free energy: -137633.957 eV
free energy less fixed offsets of O -568.88, P -755.39, Si -635.61 eV per atom: -5.477 eV

The program warned: the cutoff lies below the one the program advises for these potential files; the forces do not sum to zero within the program's tolerance; the exchange-correlation potential is rough where the density is thin.
